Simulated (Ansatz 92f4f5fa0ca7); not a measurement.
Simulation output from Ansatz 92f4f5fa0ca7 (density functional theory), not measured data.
Periodic cell of 220 atoms, Si132O88, from a study of silicon, its oxide and their interface. The atomic structure is a simulated model.
Doubt: the cutoff is far below the 930 eV that the study's wrapper takes by default for these files, so forces and energies are approximate.
This geometry differs little from another in the collection (a relaxation step or a small displacement).

Settings
functional: PBE
potential files: Ansatz PAW
basis: plane waves
wave-function cutoff: 580 eV
density cutoff ratio: 5
exchange-correlation grid ratio: 1
k mesh: 1 x 1 x 1, Gamma-centred
self-consistency stop: 5e-08 eV per atom in the density residual
occupations: fixed
spin: none
net charge: 0

Cell vectors (angstrom)
a, 10.938, 0, 0
b, 0, 10.938, 0
c, 0, 0, 32.3356

Atoms: element, x, y, z (angstrom)
Si, 0.2616, -0.2379, 24.9751
Si, 5.7847, -0.2617, 24.9636
Si, 2.4747, 2.8985, 24.775
Si, 7.9344, 2.9455, 24.8514
Si, 0.1856, 5.1471, 24.7526
Si, 5.6885, 5.2202, 24.8067
Si, 2.4821, 8.4399, 24.9644
Si, 7.9469, 8.3574, 24.8388
Si, 1.3906, 1.3733, 26.2331
Si, 6.8744, 1.3561, 26.2512
Si, 4.0809, 4.0635, 26.0995
Si, 9.5643, 4.0645, 26.1592
Si, 1.3137, 6.7763, 26.1382
Si, 6.8091, 6.7991, 26.1811
Si, 4.1142, 9.566, 26.2275
Si, 9.5582, 9.511, 26.1633
Si, 2.7679, 0.0168, 27.579
Si, 8.254, -0.0164, 27.5669
Si, -0.016, 2.7214, 27.5606
Si, 5.4423, 2.7247, 27.5413
Si, 2.7472, 5.4612, 27.5127
Si, 8.2259, 5.4703, 27.5396
Si, -0.0137, 8.1587, 27.5425
Si, 5.4646, 8.1724, 27.5651
Si, 4.1018, 1.3673, 28.9174
Si, 9.5708, 1.3673, 28.9174
Si, 1.3673, 4.1018, 28.9174
Si, 6.8362, 4.1018, 28.9174
Si, 4.1018, 6.8362, 28.9174
Si, 9.5708, 6.8362, 28.9174
Si, 1.3673, 9.5708, 28.9174
Si, 6.8362, 9.5708, 28.9174
Si, 0, 0, 30.2846
Si, 5.469, 0, 30.2846
Si, 2.7345, 2.7345, 30.2846
Si, 8.2035, 2.7345, 30.2846
Si, 0, 5.469, 30.2846
Si, 5.469, 5.469, 30.2846
Si, 2.7345, 8.2035, 30.2846
Si, 8.2035, 8.2035, 30.2846
Si, 1.3673, 1.3673, 31.6519
Si, 6.8362, 1.3673, 31.6519
Si, 4.1018, 4.1018, 31.6519
Si, 9.5708, 4.1018, 31.6519
Si, 1.3673, 6.8362, 31.6519
Si, 6.8362, 6.8362, 31.6519
Si, 4.1018, 9.5708, 31.6519
Si, 9.5708, 9.5708, 31.6519
Si, 2.7345, 0, 0.6835
Si, 8.2035, 0, 0.6835
Si, 0, 2.7345, 0.6835
Si, 5.469, 2.7345, 0.6835
Si, 2.7345, 5.469, 0.6835
Si, 8.2035, 5.469, 0.6835
Si, 0, 8.2035, 0.6835
Si, 5.469, 8.2035, 0.6835
Si, 4.1018, 1.3673, 2.0507
Si, 9.5708, 1.3673, 2.0507
Si, 1.3673, 4.1018, 2.0507
Si, 6.8362, 4.1018, 2.0507
Si, 4.1018, 6.8362, 2.0507
Si, 9.5708, 6.8362, 2.0507
Si, 1.3673, 9.5708, 2.0507
Si, 6.8362, 9.5708, 2.0507
Si, 0, 0, 3.418
Si, 5.469, 0, 3.418
Si, 2.7345, 2.7345, 3.418
Si, 8.2035, 2.7345, 3.418
Si, 0, 5.469, 3.418
Si, 5.469, 5.469, 3.418
Si, 2.7345, 8.2035, 3.418
Si, 8.2035, 8.2035, 3.418
Si, 1.3569, 1.3962, 4.7663
Si, 6.8902, 1.2901, 4.7925
Si, 4.0961, 4.1399, 4.7957
Si, 9.4815, 4.1561, 4.7448
Si, 1.4159, 6.8389, 4.7836
Si, 6.8101, 6.85, 4.8252
Si, 4.0646, 9.6445, 4.7629
Si, 9.5484, 9.5798, 4.8149
Si, 2.7798, 0.1505, 6.1712
Si, 8.171, -0.1053, 6.3236
Si, -0.0591, 2.786, 6.0123
Si, 5.5253, 2.7495, 6.033
Si, 2.7926, 5.5221, 6.2415
Si, 8.1367, 5.4656, 6.2323
Si, 0.0635, 8.2618, 6.104
Si, 5.3979, 8.2572, 6.1209
Si, 4.387, 1.364, 7.5103
Si, 9.4224, 1.5788, 7.4061
Si, 1.0714, 4.3703, 7.3232
Si, 7.043, 3.7276, 7.523
Si, 3.871, 7.2155, 7.5761
Si, 9.8376, 6.6516, 7.3351
Si, 1.6499, 9.479, 7.4105
Si, 6.3762, 9.7659, 7.6425
O, 6.8587, 9.5366, 24.4134
O, 3.071, 2.1268, 23.4267
O, 6.8348, 4.0959, 24.3646
O, 1.3819, 9.5822, 24.4742
O, -0.0017, 5.5199, 7.8547
O, 5.4713, 0.1731, 7.8198
O, 8.2913, 2.6974, 7.8423
O, 2.6631, 8.2845, 7.9086
O, 8.4871, 2.6568, 10.653
O, 1.6745, 3.5549, 8.6064
O, 6.252, 9.1066, 9.1699
O, 4.8428, 3.6967, 11.2336
O, 1.2653, 10.2822, 8.7828
O, 9.1837, 7.4556, 8.6192
O, 4.5598, 6.9867, 9.0789
O, 4.1793, 2.1683, 8.9684
O, 5.235, 0.5769, 23.6824
O, 12.293, 4.0436, 24.3009
O, 3.8237, 0.1959, 21.5818
O, 5.069, 5.8889, 23.4179
O, 3.1738, 7.7623, 23.6479
O, 10.6055, 0.5337, 23.657
O, 8.4669, 7.6108, 23.4598
O, 8.5415, 2.2483, 23.4821
Si, 5.3531, 2.8418, 9.9278
Si, 5.56, 13.8405, 20.3551
Si, 11.1757, 5.6036, 15.7581
Si, 9.6922, 1.4408, 22.6725
Si, 9.5294, 11.0041, 20.0452
Si, 5.5984, 0.7508, 16.1851
Si, 2.5282, 21.6009, 20.714
Si, 2.3716, -1.0013, 17.6521
Si, -4.3478, 21.9126, 19.081
Si, 2.813, 6.7167, 19.9688
Si, 7.4517, 5.63, 20.149
Si, 4.2981, 1.3661, 22.635
Si, 9.1193, 20.6396, 14.6006
Si, 7.9097, 12.6074, 14.5053
Si, 9.367, 9.7928, 11.5015
Si, 0.4963, 8.5627, 20.7752
Si, 5.4229, 8.143, 20.2446
Si, 12.3018, 14.1564, 10.1643
Si, 7.6011, 12.3978, 11.3399
Si, 8.9146, 6.1976, 17.3857
Si, 15.4901, 8.9889, 15.4598
Si, 13.6817, 1.8466, 16.6884
Si, 3.615, 4.4215, 12.037
Si, 17.9001, 7.3743, 15.213
Si, 9.4261, 6.7021, 22.493
Si, 4.1527, 6.9888, 22.6251
Si, 0.4256, 0.3938, 9.6858
Si, 8.5777, 7.0094, 10.0712
Si, -0.0828, 8.3491, 16.7197
Si, -6.024, 18.1971, 12.9587
Si, 2.6724, 14.7389, 19.1025
Si, 5.6959, 7.7785, 9.9791
Si, 11.4334, 2.1628, 20.4717
Si, 9.8836, 14.8315, 13.8821
Si, 12.772, 14.425, 14.3871
Si, -1.6138, 4.0202, 10.9819
O, 4.1121, 8.2718, 14.0193
O, 1.7, 9.4585, 21.4628
O, 9.0396, 0.4075, 21.5807
O, 8.4963, 5.8684, 21.4125
O, 6.2652, 17.7159, 13.8176
O, 10.643, 2.5135, 21.8658
O, 10.3251, 5.6723, 23.4003
O, 1.3359, -3.5, 19.9068
O, 9.0629, 5.4805, 10.3294
O, 1.3014, 14.4176, 19.9649
O, 10.8337, 14.6396, 10.5755
O, 5.2219, 8.0688, 11.5393
O, 2.9219, 10.182, 19.1893
O, -4.3368, 12.7541, 15.4652
O, 0.4283, 3.235, 13.573
O, 14.0753, 3.745, 13.4479
O, 5.9161, 9.6405, 19.7974
O, 10.7264, 10.4058, 10.8557
O, 14.3386, 20.1141, 16.6169
O, 4.1119, 14.2064, 19.6743
O, 14.976, 5.9523, 12.4594
O, 6.2221, 10.9516, 17.4974
O, 8.9799, 13.8165, 14.7968
O, 8.1757, 10.8721, 11.1419
O, 4.3487, 12.5878, 16.6851
O, 9.5941, 7.7004, 17.5653
O, 11.9365, -1.8669, 17.6842
O, 13.6757, 5.4233, 18.981
O, 8.5563, 22.1201, 14.9236
O, 7.4463, 12.6443, 12.9445
O, 10.1878, 12.0028, 8.7703
O, 12.3277, 12.5103, 10.3257
O, 10.4571, 9.6447, 20.0038
O, 8.29, 5.5692, 18.7448
O, 10.4749, 7.7302, 21.7829
O, 14.9756, 7.6955, 19.4632
O, 10.2001, 5.2166, 17.0312
O, 6.1765, 12.5109, 10.5597
O, 1.6354, 11.9931, 20.7132
O, 1.9883, 11.4228, 17.129
O, 7.7646, 6.3082, 16.1844
O, 1.5712, 4.7141, 15.4616
O, 6.1788, 12.462, 19.6775
O, 9.6822, 9.6928, 13.0864
O, 2.1744, 13.0792, 15.2065
O, 3.2139, 6.2379, 21.4988
O, 9.0078, 8.2553, 11.0481
O, 5.2139, 2.51, 21.9058
O, 16.6706, 8.0308, 16.0864
O, 6.9713, 6.7887, 10.0948
O, 10.1561, 16.3114, 14.5032
O, -0.5961, 1.4012, 19.4882
O, -2.9585, 8.5572, 14.7564
O, 6.5252, 6.9652, 19.9852
O, 9.0552, 4.2306, 12.5562
O, 6.2505, 3.866, 8.9843
O, 13.3582, 14.0375, 17.6635
O, 5.0908, 8.099, 21.858
O, 5.1388, 10.498, 15.1441
O, -11.5471, 9.4436, 15.6483
O, 2.3492, 15.1151, 11.0393
O, 6.5872, 15.1503, 20.3039
O, 8.206, 10.7689, 19.1504
O, 0.6887, 18.0923, 15.9006

Results
free energy: -133962.662 eV
free energy less fixed offsets of O -568.88, Si -635.61 eV per atom: -0.702 eV

Forces (eV/angstrom), in the order of the atoms: element, x, y, z
Si, -0.0118, 0.0161, 0.0077
Si, -0.0661, 0.0167, 0.1211
Si, 0.0285, -0.0202, -0.0008
Si, 0.0179, -0.0112, 0.0871
Si, -0.0139, 0.0465, 0.0902
Si, -0.01, 0.0082, 0.0055
Si, 0.0225, -0.0171, 0.0545
Si, 0.041, -0.0302, -0.0134
Si, 0.0047, -0.0092, 0.0051
Si, -0.0067, -0.0103, -0.0241
Si, 0.0023, -0.0001, 0.0209
Si, 0.0058, 0.0108, -0.0304
Si, -0.0148, -0.0157, -0.0219
Si, 0.0069, -0.0159, 0.01
Si, 0.0221, 0.0199, -0.0399
Si, 0.008, -0.005, 0.0194
Si, 0.0139, -0.0046, 0.014
Si, 0.0077, 0.0215, 0.0112
Si, -0.0175, -0.0056, 0.0195
Si, 0.0013, -0.0123, 0.0099
Si, 0.0074, 0.0159, 0.0019
Si, 0.0165, 0.0021, 0.0089
Si, 0.0009, -0.0048, 0.0143
Si, -0.0278, 0.0025, 0.0203
Si, 0.1121, 0.1369, 0.3563
Si, 0.1514, -0.0884, 0.3012
Si, 0.0364, 0.0312, -0.1734
Si, -0.0502, -0.0004, -0.2214
Si, -0.1198, -0.1712, 0.0609
Si, -0.056, -0.0696, 0.1905
Si, -0.0319, -0.098, -0.2003
Si, 0.0545, -0.0602, -0.0629
Si, -0.0318, 0.0432, 0.0066
Si, -0.0068, 0.0597, -0.0184
Si, 0.0039, -0.0216, -0.0069
Si, -0.0361, -0.0566, -0.027
Si, -0.0112, 0.0328, -0.0203
Si, -0.0233, 0.0001, -0.0097
Si, -0.0333, -0.0267, -0.0236
Si, 0.0016, -0.022, -0.0011
Si, 0.0293, -0.0025, -0.0202
Si, 0.0119, -0.0155, -0.0021
Si, 0.0062, -0.031, -0.0227
Si, 0.0299, -0.0088, -0.0274
Si, -0.0121, -0.0008, -0.0095
Si, -0.0249, 0.0283, -0.0185
Si, 0.0279, -0.0109, -0.016
Si, 0.0186, -0.0095, -0.0266
Si, -0.0266, 0.038, 0.0424
Si, 0.0255, -0.0071, 0.036
Si, -0.0166, -0.0481, 0.0007
Si, -0.0591, 0.0381, -0.0046
Si, -0.0195, 0.0484, 0.0371
Si, 0.0217, -0.0173, 0.0387
Si, -0.0458, 0.0463, -0.0065
Si, 0.0162, -0.0317, 0.0013
Si, 0.1266, 0.0568, 0.0173
Si, 0.0555, 0.0913, -0.0016
Si, -0.019, -0.0397, 0.0095
Si, -0.0738, -0.1352, 0.0199
Si, 0.097, 0.0984, 0.0009
Si, 0.1007, 0.0428, 0.0171
Si, -0.0341, -0.1115, 0.0144
Si, -0.0882, -0.0162, -0.009
Si, -0.1518, 0.0013, 0.1133
Si, 0.1939, 0.0039, -0.2404
Si, 0.0605, 0.2214, -0.0034
Si, -0.1392, -0.2862, -0.1979
Si, -0.0011, 0.1753, 0.0502
Si, -0.0204, 0.1909, 0.05
Si, 0.0434, 0.2084, -0.1745
Si, -0.0566, -0.0528, 0.2418
Si, -0.0099, 0.0251, -0.0173
Si, -0.0482, -0.0135, 0.0123
Si, 0.0118, -0.0044, 0.0162
Si, 0.0048, -0.0001, -0.0244
Si, -0.0116, -0.0007, -0.0111
Si, -0.0153, 0.0059, -0.0143
Si, 0.0159, 0.0073, -0.0126
Si, -0.0178, 0.0028, 0.0347
Si, 0.0159, -0.0262, 0.0399
Si, 0.0554, -0.0353, -0.0173
Si, 0.0262, -0.014, 0.0255
Si, 0.0167, 0.0128, -0.0269
Si, 0.0139, -0.0135, -0.0065
Si, -0.0112, -0.0145, 0.0494
Si, -0.0099, 0.0079, -0.0004
Si, 0.0088, 0.012, 0.0334
Si, -0.0237, 0.0386, -0.1329
Si, 0.0041, -0.0203, -0.0587
Si, 0.0021, -0.0227, -0.0486
Si, -0.0009, 0.0425, -0.0846
Si, 0.0106, -0.0316, -0.046
Si, 0.0004, 0.0199, -0.0334
Si, -0.0521, 0.0219, -0.0875
Si, 0.0716, -0.0663, -0.2036
O, -0.009, -0.0037, -0.0629
O, 0.021, -0.0235, -0.0147
O, -0.0052, 0.0047, -0.0447
O, 0.0033, -0.0024, -0.052
O, -0.0006, -0.002, 0.0367
O, -0.1454, 0.0635, 0.1185
O, 0.0032, 0.0229, 0.0347
O, 0.0347, -0.0158, 0.0294
O, -0.0011, 0.0009, -0.0086
O, -0.0011, 0.0008, 0.0072
O, 0.0426, -0.0656, 0.1047
O, -0.0187, 0.0165, 0.011
O, -0.0104, 0.0227, 0.0579
O, -0.05, -0.0112, 0.0707
O, 0.0339, 0.0187, 0.0501
O, 0.0182, 0.0275, 0.0548
O, -0.0053, 0.0155, -0.0368
O, -0.0153, -0.0014, -0.0488
O, -0.0116, -0.0131, -0.0062
O, -0.0184, 0.0239, -0.0212
O, 0.0146, -0.0075, -0.0169
O, -0.0049, 0.0036, -0.0013
O, 0.0107, -0.0122, -0.0083
O, 0.0195, -0.0218, -0.0356
Si, 0.0026, -0.0023, 0.0081
Si, -0.0005, 0.0023, 0.0099
Si, -0.002, -0.0015, 0.0034
Si, -0.0071, 0.0091, -0.0104
Si, -0.0002, -0.0029, -0.0042
Si, 0.001, -0.001, -0.0076
Si, 0.0189, -0.0009, -0.003
Si, 0.0002, -0.0035, 0.0061
Si, -0.0026, -0.0013, -0.0099
Si, -0.0001, 0.0012, -0.0024
Si, 0.0182, 0.0013, 0.0021
Si, -0.0099, 0.0022, -0.0113
Si, -0.0039, 0.0013, 0.01
Si, 0.0017, 0.0004, 0.0005
Si, 0.0073, 0.0033, 0.0129
Si, -0.0047, -0.0099, 0.001
Si, -0.0077, -0.0004, 0.0007
Si, 0.0016, -0.0052, 0.0017
Si, -0.0103, 0.004, 0.0016
Si, -0.0028, -0.0082, -0.0039
Si, 0.0021, -0.0085, -0.0001
Si, -0.0002, -0.0015, 0.001
Si, 0.0089, -0.0123, 0.0024
Si, -0.0068, -0.0029, 0.0061
Si, 0.0064, -0.0119, -0.0085
Si, 0.0035, -0.0116, -0.0108
Si, 0.0112, 0.0213, 0.0112
Si, -0.0505, 0.002, -0.0016
Si, 0.01, 0.0023, -0.0029
Si, -0.0042, 0.0039, 0.0018
Si, 0.0011, -0.0013, -0.011
Si, -0.0295, -0.0278, 0.04
Si, 0.0008, -0.001, -0.0048
Si, 0.0003, -0.0021, 0.0102
Si, 0.0039, 0.0016, 0.0009
Si, 0.0081, -0.0092, 0.0185
O, -0.004, -0.0005, -0.0006
O, -0.0035, 0.0012, -0.0012
O, -0.0013, -0.0104, -0.0108
O, -0.0214, -0.0118, -0.0134
O, 0.0045, -0.0042, -0.0042
O, 0.0083, -0.0036, -0.0016
O, -0.0302, 0.0207, -0.0477
O, 0.005, -0.007, 0.0021
O, -0.0167, 0.008, -0.0193
O, 0.007, 0.0039, 0.0049
O, -0.0166, 0.0103, -0.0094
O, -0.0054, 0.0009, 0.0014
O, -0.0041, -0.0039, -0.013
O, 0.0009, -0.0023, -0.0001
O, -0.0027, 0.0014, -0.0051
O, -0.0024, -0.0018, -0.0035
O, 0.007, 0.0081, 0.0066
O, -0.0248, -0.0276, 0.009
O, -0.0008, 0.0023, -0.0004
O, -0.0075, 0.0041, -0.0003
O, 0.0005, 0.0026, -0.0052
O, 0.0009, 0.0004, 0.0004
O, -0.0039, -0.0084, -0.0039
O, 0.0051, -0.008, -0.0101
O, 0.0026, -0.0023, 0.0011
O, 0.0011, 0.0011, 0.0002
O, -0.0007, -0.0022, -0.0037
O, -0.0012, -0.0074, 0.0025
O, -0.0016, -0.0061, -0.009
O, 0.0013, -0.0045, 0.0131
O, 0.0229, -0.0085, 0.0337
O, -0.0018, 0.0039, -0.011
O, -0.0054, 0.0063, 0.0024
O, 0, 0.0014, -0.0003
O, 0.0137, 0.0142, 0.0039
O, 0.0005, -0.0035, 0.0023
O, 0.0011, -0.0042, 0.0015
O, 0.013, -0.0114, -0.0022
O, -0.012, 0.0091, 0.0076
O, 0.002, -0.0013, -0.0006
O, 0.0005, 0.0036, -0.0009
O, -0.0019, -0.0014, -0.0046
O, 0.0033, -0.0093, 0.0017
O, -0.0038, 0.0011, 0.0012
O, 0.0011, -0.0046, 0.0014
O, -0.0098, -0.0005, -0.0116
O, -0.006, 0.005, -0.0263
O, 0.0063, 0.0059, -0.0072
O, 0.0029, -0.0016, 0.0005
O, 0.1052, 0.0003, -0.0205
O, 0.0035, 0.0052, -0.0022
O, -0.0011, -0.0021, 0.0027
O, 0.0106, 0.0034, -0.0057
O, 0.0002, -0.0016, 0.0037
O, 0.0024, -0.0015, -0.0024
O, -0.0346, -0.0189, 0.0542
O, 0.0003, -0.0016, 0.0019
O, 0.0024, 0.0055, -0.0022
O, -0.001, 0.0033, 0.0017
O, -0.0034, -0.0027, -0.0041
O, 0.0072, 0.0073, 0.0018
O, -0.0037, -0.0043, 0.0033
O, -0.0045, -0.0013, 0.0042
O, -0.0057, -0.0002, 0.0005

The program warned: the cutoff lies below the one the program advises for these potential files; the forces do not sum to zero within the program's tolerance; the exchange-correlation potential is rough where the density is thin.
